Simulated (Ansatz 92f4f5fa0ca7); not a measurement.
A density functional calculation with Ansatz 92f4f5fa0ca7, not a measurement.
Periodic cell of 237 atoms, Si146O90As1, from a study of silicon, its oxide and their interface. The atomic structure is a simulated model.
Doubt: the cutoff is low for norm-conserving oxygen, so forces and energies are approximate.
Doubt: the program's own warning below bears on the result.

Settings: functional HSE06; potential files SPMS norm-conserving; basis plane waves; wave-function cutoff 800 eV; density cutoff ratio 4; exchange-correlation grid ratio 1; k mesh 1 x 1 x 1, Gamma-centred; occupations fixed; spin none; net charge +1 e, with a uniform compensating background and no finite-size correction.

Cell vectors (angstrom)
a 11.6015 0 0
b 0 10.938 0
c 0 0 32.0622

Atoms: element, x, y, z (angstrom)
Si -0.2255 -0.0815 23.2699
Si 3.6983 0.1927 23.0928
Si 7.5512 -0.15 23.4391
Si 1.6892 1.3261 23.3509
Si 5.75 1.4028 23.171
Si 9.4288 1.2299 23.3468
Si 0.1563 5.3228 23.4293
Si 4.1117 5.2964 23.3664
Si 8.028 5.6055 23.5371
Si 2.1522 6.5878 23.351
Si 5.9647 6.7651 23.4749
Si 9.999 6.8713 23.6011
As 1.9072 2.6453 25.3847
Si 5.8476 2.635 25.2463
Si 9.6192 2.6667 25.2623
Si 11.5571 4.0421 25.3688
Si 3.9518 4.0171 25.3321
Si 7.7465 4.1017 25.3466
Si 1.9745 8.143 25.1822
Si 5.7785 8.1639 25.3607
Si 9.7095 8.2606 25.4395
Si 11.6417 9.5525 25.2583
Si 3.8668 9.58 25.0612
Si 7.6918 9.521 25.4104
Si 11.6346 -0.022 27.2052
Si 3.9156 -0.0605 27.1073
Si 7.7593 -0.027 27.2957
Si 1.9843 1.2723 27.3515
Si 5.8363 1.3236 27.2084
Si 9.6889 1.3322 27.2186
Si 11.5991 5.4707 27.2543
Si 3.8421 5.4288 27.2461
Si 7.7142 5.4577 27.2772
Si 1.9374 6.8311 27.1725
Si 5.7648 6.7992 27.2747
Si 9.6546 6.8135 27.2942
Si 1.9453 2.7364 29.211
Si 5.8006 2.7194 29.1355
Si 9.6771 2.7231 29.1532
Si 0.0059 4.0941 29.1758
Si 3.8737 4.0908 29.1913
Si 7.7355 4.0868 29.1938
Si 1.9414 8.1884 29.1257
Si 5.7937 8.1837 29.1903
Si 9.6763 8.1873 29.2194
Si 0.009 9.5546 29.1589
Si 3.8719 9.5597 29.1129
Si 7.7371 9.5417 29.211
Si 0.0004 -0.0011 31.0999
Si 3.8645 0.0043 31.068
Si 7.732 0.0018 31.1199
Si 1.9309 1.3627 31.1321
Si 5.7996 1.3665 31.0728
Si 9.6676 1.362 31.099
Si 0.0119 5.4723 31.1041
Si 3.8717 5.4798 31.1159
Si 7.7422 5.4689 31.1279
Si 1.9406 6.8437 31.0799
Si 5.8053 6.8348 31.1254
Si 9.6804 6.8299 31.1521
Si 1.9327 2.7551 0.9973
Si 5.7992 2.7509 0.9344
Si 9.6669 2.7377 0.9754
Si -0.0109 4.1097 0.9695
Si 3.8682 4.1178 0.9884
Si 7.7408 4.1138 1.0035
Si 1.9323 8.2196 0.9518
Si 5.7987 8.2303 0.9746
Si 9.6699 8.2239 1.0143
Si -0.0002 9.5913 0.9906
Si 3.8617 9.5922 0.9649
Si 7.7387 9.5818 0.9941
Si 11.6112 0.0401 2.927
Si 3.8585 0.0281 2.9179
Si 7.7431 0.028 2.9104
Si 1.9368 1.4051 2.9363
Si 5.8141 1.3708 2.8406
Si 9.6629 1.3909 2.9283
Si 11.5677 5.5087 2.8764
Si 3.8796 5.5019 2.9206
Si 7.7392 5.5198 2.9275
Si 1.9161 6.8271 2.8641
Si 5.8109 6.8666 2.8956
Si 9.6624 6.9054 2.9803
Si 1.9152 2.8384 4.8307
Si 5.8392 2.7301 4.7497
Si 9.6004 2.8039 4.8389
Si 11.544 4.1392 4.7858
Si 3.9211 4.1027 4.8316
Si 7.7188 4.2113 4.8906
Si 1.8894 8.1536 4.8049
Si 5.8106 8.2663 4.7941
Si 9.6637 8.3289 4.9187
Si 11.6351 9.6589 4.8914
Si 3.8199 9.4913 4.7919
Si 7.7237 9.6837 4.8957
Si 11.5968 0.2377 6.7824
Si 3.7547 -0.0484 6.6617
Si 7.7141 0.0634 6.9195
Si 2.0488 1.5077 6.767
Si 5.7133 1.2801 6.6278
Si 9.6461 1.5262 6.8374
Si 11.5276 5.503 6.7061
Si 3.9835 5.4383 6.7991
Si 7.74 5.677 6.8363
Si 1.9764 6.6466 6.6574
Si 5.8142 6.981 6.754
Si 9.7576 7.044 6.9219
O 10.0005 7.9742 8.3065
O 7.6654 9.9391 8.2236
O 7.4039 4.7377 8.1679
O 3.3749 10.3521 8.2086
O 2.0341 7.5619 8.0255
O 4.0011 4.5922 8.2522
O 9.7791 2.4542 8.2214
O 2.6137 2.346 8.1224
O 11.3896 4.5728 8.0703
O 5.3592 2.3813 7.8124
O 5.8184 7.9886 8.0864
O 11.3088 10.3169 8.1555
O 11.2716 10.08 21.7928
O 3.2088 10.7327 21.5243
O 5.7707 7.7553 22.153
O 4.2247 4.4319 21.9385
O 7.6734 9.6667 22.1898
O 10.3368 7.6669 22.1879
O 1.5978 2.4405 22.1479
O 5.9529 2.4333 21.8696
O 8.4414 4.6972 22.2108
O -0.0868 4.4655 22.0123
O 2.3272 7.3933 21.9244
O 9.121 1.8892 21.8594
Si 1.9167 7.7886 9.612
Si 5.0383 0.5798 17.6731
Si 2.4887 5.4149 14.0178
Si 10.5608 3.8615 14.0459
Si 8.2795 2.3854 15.252
Si 9.5458 2.2427 20.3269
Si 10.5098 3.6522 9.0808
Si 0.0373 2.3154 11.5693
Si 11.0278 8.1333 15.3938
Si 5.1631 6.9324 13.9874
Si 5.7558 2.6186 11.1185
Si 8.5631 7.6775 19.3767
Si 8.1218 4.8499 20.6205
Si 5.916 9.5851 15.1909
Si 2.1031 7.6388 20.33
Si 1.9284 4.8882 18.7765
Si 4.5007 3.4411 17.9971
Si 8.5063 8.9289 16.8049
Si 0.8339 9.4814 13.301
Si 9.9129 10.6539 11.7288
Si 5.3565 3.6978 20.9952
Si 0.5814 5.5213 16.2556
Si 10.7844 9.1533 9.1546
Si 6.5526 8.8898 21.2797
Si 7.1174 7.1119 11.4892
Si 2.6773 0.7356 12.2187
Si 10.8819 8.6747 21.0304
Si 6.0429 4.3283 15.6244
Si 7.0838 0.4877 12.9729
Si 4.0597 2.9847 8.5972
Si 0.878 6.743 11.8972
Si 6.5739 9.0528 9.0809
Si 0.6564 3.2994 21.1252
Si 9.7996 6.5105 12.8911
Si 7.7183 4.5403 9.7547
Si 3.9733 10.0812 20.2091
Si 4.2624 3.038 13.5267
Si 3.8576 10.0137 9.74
Si 8.0538 0.7759 18.0206
O 11.5131 3.23 12.8999
O 9.3435 4.4786 9.8837
O 8.8249 3.6172 19.8514
O 4.0401 -0.0543 18.8072
O 11.3188 4.5319 15.3152
O 9.8554 9.796 10.3311
O 3.7721 1.532 13.1368
O 0.6577 9.0572 14.8675
O 6.4727 0.9727 18.3765
O 4.7599 3.1597 19.5944
O 6.2552 1.1835 11.7416
O 0.5485 8.6406 9.8703
O 5.6515 4.3166 17.2242
O 8.4417 7.2062 12.4025
O 4.4114 2.6341 10.1549
O 2.0682 5.6402 15.5768
O 3.3779 0.0659 10.9173
O 5.8847 7.223 12.5477
O 2.3068 6.3427 19.3927
O 0.6506 4.9392 17.7773
O 8.4167 10.691 12.3765
O 5.4772 10.0799 9.6967
O 0.584 8.1904 20.1894
O 9.7675 2.6002 14.6766
O 2.0048 10.592 13.2254
O 9.9511 9.1064 16.1051
O 6.14 10.3516 13.766
O 7.4541 1.5902 14.1091
O 1.6538 3.9085 20.0318
O 5.9102 5.795 14.9161
O 7.3411 8.9518 15.686
O 1.5146 1.6722 11.6045
O 7.2009 8.2924 10.3684
O 4.3202 1.9865 17.2717
O 7.0379 3.166 10.283
O 11.5457 7.0076 16.4408
O 8.2856 10.1352 17.8431
O 3.2719 8.5372 10.1034
O 7.5898 3.8384 15.5159
O 3.1457 4.3086 17.8953
O 2.9001 3.8867 13.6963
O 1.339 8.2039 12.4431
O 1.2046 5.6791 13.068
O 4.9738 8.2999 14.8637
O 11.1728 2.3731 20.3418
O 10.981 9.9896 12.7619
O 5.2927 3.5775 12.3657
O 5.0844 3.2026 14.9194
O 6.4905 4.798 20.5571
O 8.4033 1.5652 16.6506
O 10.4134 1.2421 11.4608
O 10.8727 6.6182 11.659
O 3.2379 8.6879 19.8463
O 1.7148 6.4402 10.5211
O 7.1413 8.2085 19.9499
O 8.493 7.5857 17.7509
O 3.6751 6.4254 13.6116
O 9.5661 4.9613 13.3485
O 5.4922 9.9956 20.7821
O 10.3292 7.3663 14.1533
O 8.7702 6.1824 19.9777
O 7.0735 5.7154 10.662
O 5.2624 10.5397 16.3706
O 9.0425 1.146 19.2583
O 11.579 3.164 10.1869
O 9.7165 8.7154 19.9003

Results
free energy: -59517.996 eV
free energy less fixed offsets of As -2657.37, O -447.96, Si -113.29 eV per atom: -3.886 eV
gap between the highest filled and lowest empty level on this k mesh: 1.096 eV

The program warned: the cutoff lies below the one the program advises for these potential files; the model core charge is not resolved on the grid; the forces do not sum to zero within the program's tolerance; the exchange-correlation potential is rough where the density is thin.
